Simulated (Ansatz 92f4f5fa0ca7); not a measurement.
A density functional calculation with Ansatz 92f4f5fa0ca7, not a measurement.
Periodic cell of 226 atoms, Si133O92P1, from a study of silicon, its oxide and their interface. The atomic structure is a simulated model.
Doubt: the cutoff is far below the 930 eV that the study's wrapper takes by default for these files, so forces and energies are approximate.
This geometry differs little from another in the collection (a relaxation step or a small displacement).

Settings: functional PBE; potential files Ansatz PAW; basis plane waves; wave-function cutoff 580 eV; density cutoff ratio 5; exchange-correlation grid ratio 1; k mesh 1 x 1 x 1, Gamma-centred; self-consistency stop 5e-08 eV per atom in the density residual; occupations fixed; spin none; net charge +1 e, with a uniform compensating background and no finite-size correction.

Cell vectors (angstrom)
a  10.938  0  0
b  0  10.938  0
c  0  0  31.9494

Atoms and the computed forces on them: element, x, y, z (angstrom), force x, y, z (eV/angstrom)
Si  10.6261  0.0008  24.413  -0.0196  -0.005  0.0194
Si  5.0754  0.1217  24.6599  0.0019  0.0153  -0.002
Si  2.8212  2.291  24.5287  0.0188  0.0027  0.0193
Si  8.5709  2.4348  24.5594  0.0004  -0.011  0.0013
Si  10.7071  5.5846  24.3294  0.0102  0.0254  0.0161
Si  5.1576  5.6141  24.4446  -0.0125  -0.0062  0.0233
Si  2.9883  7.9524  24.4017  -0.0047  -0.0204  0.003
Si  8.4163  7.8284  24.4127  0.0119  0.0032  0.0258
Si  1.291  1.1298  25.8421  0.0071  0.0067  -0.0352
Si  6.8161  1.3277  25.7398  -0.0159  -0.0015  -0.0187
Si  3.9853  4.011  25.7327  0.0003  -0.0044  -0.0211
Si  9.6888  4.0216  25.8524  -0.0065  -0.0044  -0.0238
Si  1.3387  6.7933  25.669  -0.0171  -0.0027  -0.0157
Si  6.8024  6.7217  25.7535  0.0022  0.0008  -0.0354
Si  3.9988  9.4644  25.9571  0.0078  0.0201  -0.0231
Si  9.4822  9.4408  25.8012  -0.0046  -0.0074  -0.0229
Si  2.6357  -0.1317  27.2902  0.0041  -0.0084  -0.0038
Si  8.1384  -0.067  27.1455  0.0293  0.017  -0.0023
Si  0.08  2.655  27.2114  -0.0132  -0.0061  0.0068
Si  5.4544  2.7235  27.1109  -0.0118  -0.0115  0.0001
Si  2.6663  5.4163  27.1104  0.0139  0.0249  0.0045
Si  8.1926  5.3696  27.1325  -0.0011  -0.0004  0.0198
Si  0.012  8.1539  27.1303  0.0122  0.0058  0.0028
Si  5.5111  8.1425  27.1817  -0.0079  -0.0117  0.014
Si  4.0858  1.329  28.4951  0.0166  0.0141  -0.0112
Si  9.5454  1.3194  28.5075  -0.0149  -0.0218  -0.0072
Si  1.3866  4.069  28.5655  0.0258  -0.0085  0.016
Si  6.8093  4.0627  28.5254  -0.0028  -0.0035  0.0105
Si  4.0806  6.7808  28.4947  -0.0048  -0.0302  -0.0068
Si  9.5585  6.7831  28.4823  0.0039  -0.0126  -0.0149
Si  1.2922  9.4842  28.6291  -0.0297  -0.0271  0.037
Si  6.8222  9.5387  28.5625  -0.0012  -0.0055  0.0164
Si  -0.046  -0.0179  29.9368  0.0159  -0.0124  -0.0112
Si  5.449  -0.0106  29.8966  -0.0007  -0.0107  0.0021
Si  2.7709  2.7144  29.9003  -0.0166  0.0167  0.0023
Si  8.1871  2.7039  29.8789  -0.0143  0.0067  -0.0035
Si  -0.0177  5.4422  29.8915  -0.014  -0.0026  0.002
Si  5.4571  5.4481  29.895  -0.0031  0.0071  -0.0044
Si  2.7337  8.1464  29.9166  -0.0079  0.0178  -0.0144
Si  8.2221  8.1753  29.8803  -0.0086  0.0062  0.0088
Si  1.3666  1.3789  31.2562  -0.0041  -0.0012  0.0009
Si  6.8197  1.3671  31.2617  0.0124  0.0029  0.0024
Si  4.1116  4.0833  31.2827  0.0137  0.0054  -0.0041
Si  9.5468  4.0858  31.256  0.0023  0.0035  0.0007
Si  1.3486  6.8121  31.2771  0.0063  0.0138  0.0029
Si  6.8316  6.8457  31.251  -0.011  -0.0165  -0.0041
Si  4.0848  9.5668  31.2663  -0.0129  -0.0092  0.0027
Si  9.544  9.5466  31.2921  -0.0016  0.0084  -0.0005
Si  2.7354  0.0249  0.6848  -0.0001  0.0057  -0.0001
Si  8.1954  0.0192  0.6778  -0.0054  -0.0113  0.0008
Si  0.0058  2.7561  0.6843  0.0083  -0.001  -0.0024
Si  5.4844  2.7448  0.7127  -0.0216  0.0028  -0.0017
Si  2.7335  5.4643  0.6806  -0.005  -0.0066  0.003
Si  8.2085  5.4927  0.6747  0.0002  0.0253  -0.0027
Si  0.0079  8.2168  0.7104  -0.006  -0.0264  0.0005
Si  5.4788  8.2315  0.688  0.0107  0.0075  -0.0045
Si  4.0976  1.3917  2.0806  0.0162  0.0031  0.0042
Si  9.5958  1.3652  2.0381  -0.0224  0.014  0.0054
Si  1.3509  4.1521  2.066  0.0126  0.0004  -0.0064
Si  6.8444  4.1537  2.0493  0.0092  -0.0036  -0.0002
Si  4.0904  6.8601  2.0296  0.0082  -0.0145  0.0013
Si  9.5741  6.8516  2.0797  -0.0086  -0.0032  -0.0051
Si  1.3602  9.6308  2.06  0.037  -0.016  0.0101
Si  6.8282  9.6363  2.0584  -0.0006  -0.0156  -0.0001
Si  0.018  0.0482  3.4754  -0.0122  0.0253  0.0258
Si  5.4841  0.0508  3.4716  -0.0421  -0.0042  0.0347
Si  2.7059  2.785  3.4143  0.0295  0.0118  0.0061
Si  8.2532  2.7867  3.3503  0.0328  0.0072  -0.0311
Si  0.0207  5.5178  3.4903  0.017  0.0633  0.0281
Si  5.469  5.5338  3.4149  0.0014  0.0095  0.016
Si  2.7336  8.2493  3.3825  -0.0228  0.0225  -0.026
Si  8.2324  8.3019  3.3955  0.0214  -0.011  0.0015
Si  1.3627  1.474  4.8461  0.0072  -0.0005  -0.003
Si  6.9112  1.4922  4.7453  -0.0159  -0.0721  -0.0291
Si  4.079  4.1637  4.7631  -0.0104  0.0044  -0.0278
Si  9.5923  4.0823  4.7962  0.0118  0.0136  -0.0135
Si  1.3551  7.021  4.8418  -0.0549  -0.0448  -0.0016
Si  6.8403  6.9723  4.7305  -0.0118  0.0117  -0.0014
Si  4.0523  9.5884  4.792  0.0893  0.0285  0.0187
Si  9.61  9.5931  4.8485  -0.0308  0.0049  -0.0352
Si  2.7346  0.0627  6.1447  0.0213  -0.0242  0.0261
Si  8.2852  0.1274  6.1065  -0.0021  0.0089  0.0292
Si  0.0221  2.8195  6.3144  -0.0174  -0.0214  0.0503
Si  5.5088  2.8372  6.0936  -0.0711  -0.0255  -0.0166
Si  2.7241  5.5978  6.1145  0.133  0.0165  0.0959
Si  8.2615  5.6058  5.9832  0.0181  0.0338  -0.0135
Si  0.0309  8.3365  6.3811  0.0419  -0.0218  0.028
Si  5.5104  8.3337  6.1978  -0.0689  -0.13  0.0576
Si  4.4016  1.1886  7.3483  0.0106  -0.0207  -0.0588
Si  9.8006  1.1783  7.6343  0.0022  -0.001  -0.0511
Si  1.1775  4.5183  7.548  0.0295  0.0454  -0.0231
Si  6.6347  4.5428  7.2407  -0.0872  0.1569  0.3723
P  4.3059  6.7332  7.4635  0.085  0.0242  -0.3325
Si  9.7375  6.6366  7.5222  -0.0199  -0.041  -0.0318
Si  1.2568  9.9738  7.7069  0.0508  -0.0603  -0.0042
Si  6.7158  9.9881  7.4593  -0.0645  -0.0001  -0.0951
O  9.5824  1.2359  23.9765  0.0109  0.009  0.0311
O  4.1033  6.8008  23.9408  0.0065  0.0092  0.0264
O  4.0125  1.2386  24.0297  -0.0039  -0.0043  0.0302
O  9.5357  6.6983  23.8955  -0.0055  -0.0014  0.0244
O  -0.0023  5.5861  8.0453  -0.0701  -0.004  -0.0213
O  5.5371  0.12  7.9326  0.0327  0.0227  0.0185
O  0.0566  0.1174  8.1866  -0.0072  0.0143  -0.0215
O  5.4304  5.6613  7.8326  0.1892  -0.0925  -0.025
O  7.4835  4.0775  8.5579  -0.0677  -0.006  -0.2699
O  8.7085  7.0601  8.7574  0.0041  0.0233  0.0011
O  2.2058  9.4336  9.0022  -0.0471  0.043  -0.0311
O  8.8354  1.7492  8.8754  0.0032  0.0012  -0.0008
O  7.6033  9.4858  8.7441  0.0418  -0.0237  0.0447
O  3.5762  1.8276  8.606  -0.0154  0.0179  0.0103
O  3.6224  7.2223  8.8269  -0.1202  0.0601  0.2216
O  2.096  4.0537  8.8379  0.01  -0.0277  -0.0025
O  8.1421  3.4886  23.3606  -0.0168  0.0173  0.0084
O  0.4502  4.931  22.9514  0.0164  -0.0342  -0.0071
O  1.8998  2.7418  23.2468  -0.0237  0.0097  -0.0041
O  5.8336  4.907  23.1181  0.0253  -0.0216  -0.0051
O  5.5224  9.9864  23.5011  0.0066  -0.0151  0.016
O  2.4448  8.6886  23.0226  -0.0208  0.0222  -0.0048
O  0.1911  10.0657  23.0865  0.0248  -0.0174  -0.0069
O  7.7839  8.5699  23.0751  -0.0285  0.0233  -0.0071
Si  8.6637  7.6923  18.4354  0.004  -0.0029  0.0003
Si  8.804  6.366  13.6405  -0.0025  0.0016  0.0716
Si  3.7997  1.537  14.745  0.0043  0.001  0.0545
Si  2.1445  5.7433  17.635  -0.0062  0.0003  0.0131
Si  2.4201  3.1353  19.4904  -0.0076  -0.0003  -0.0187
Si  9.8425  9.0341  12.0776  0.0235  0.0058  0.0914
Si  1.3316  9.4175  22.0739  0.0047  -0.0024  -0.023
Si  9.1813  0.9652  13.1922  -0.0041  -0.0001  0.0713
Si  1.4232  5.055  13.0291  0.0034  0.0066  0.0695
Si  1.8182  8.2466  12.7969  -0.0051  0.0018  0.0725
Si  6.6493  9.5506  22.4223  0.0105  -0.0149  -0.0294
Si  4.5377  4.5963  15.7227  0.003  0.0063  0.0458
Si  8.1788  3.0642  9.6141  0.0033  0.0125  0.0387
Si  0.8434  8.2422  19.2607  0  0.005  -0.0154
Si  6.9525  1.3452  21.0888  0.0042  -0.0018  -0.0427
Si  8.2337  8.3177  9.6976  -0.0123  -0.0078  0.0553
Si  10.8937  5.2006  15.6172  0.0046  0.0015  0.0449
Si  7.5747  9.491  16.3085  0.0031  -0.0068  0.0332
Si  9.9337  2.0499  20.2971  -0.0022  -0.004  -0.0274
Si  3.2385  8.5199  9.8981  -0.0154  -0.0432  -0.0215
Si  6.7068  3.3361  17.4121  0.0039  0.0001  0.0132
Si  1.1692  0.204  19.8007  0.0001  -0.0047  -0.0254
Si  3.2313  2.819  12.3231  0.0059  -0.0076  0.0692
Si  7.2254  5.3885  19.682  0.0004  -0.0057  -0.0205
Si  5.7621  8.6544  11.5596  -0.0147  0.0125  0.0728
Si  5.7958  6.0722  13.2171  -0.003  0.0002  0.0637
Si  4.6403  9.6962  17.6157  0.0024  -0.0032  0.0162
Si  1.0221  3.5939  22.1708  -0.0013  0.0165  -0.0169
Si  4.9015  1.4744  18.7975  0.0018  -0.0005  -0.0045
Si  3.2054  3.0912  9.5464  -0.0019  0.0543  0.0224
Si  6.4535  10.8176  13.7889  0.0011  0.0004  0.0597
Si  10.3591  0.1106  15.9624  0.0001  0.0056  0.0356
Si  5.6697  3.6496  11.1868  -0.013  0.0129  0.057
Si  9.8495  3.9042  11.91  -0.0032  -0.0062  0.0757
Si  2.3549  9.9134  15.5348  0.0015  -0.0001  0.0356
Si  6.0813  8.1153  19.7944  -0.0008  0.0017  -0.0207
Si  6.9382  3.9694  22.3713  -0.0071  0.0136  -0.0265
Si  9.7633  2.7648  17.3653  -0.0029  0.0004  0.0156
O  7.2103  6.4017  13.968  0.0031  -0.0023  -0.0301
O  1.8871  7.0549  18.6795  0.0046  -0.011  0.0044
O  10.2983  4.0257  16.5261  0.0006  0.0048  -0.0147
O  6.171  9.9525  17.0397  0.009  -0.0026  -0.0149
O  10.1555  0.7104  14.4618  -0.0008  0.0007  -0.033
O  8.4516  6.1101  18.8516  0.0021  0.0042  0.0079
O  5.1761  0.6873  14.4267  0  0.0007  -0.0239
O  5.7258  2.0457  17.5195  0.0018  0.0028  -0.0066
O  8.3486  1.9357  20.5466  0.0044  0  0.0226
O  1.9948  4.2925  18.4036  0.0037  0.01  -0.0001
O  6.9726  2.7803  10.6922  0.0032  0.0055  -0.0396
O  4.8659  2.7057  12.2395  -0.0016  -0.0024  -0.0288
O  6.0421  4.385  16.3499  -0.0071  0.0047  -0.0184
O  4.5873  3.9107  9.9467  -0.0079  -0.0099  -0.0305
O  10.6902  2.7696  21.5551  -0.0086  -0.0096  0.0166
O  9.7289  6.1621  14.9798  -0.0027  0.0004  -0.0262
O  6.0136  6.4795  19.8336  -0.0008  -0.0005  0.0168
O  4.0881  0.1617  18.2701  0.0003  -0.0051  0.0009
O  9.2791  10.5516  12.2685  0.0045  -0.0054  -0.0404
O  2.8606  4.3659  12.7166  -0.0055  0.0008  -0.0328
O  1.9151  10.698  21.2088  -0.0014  0.0091  0.0148
O  3.9973  2.7143  19.3759  0.0035  -0.0041  0.0133
O  0.7378  10.0304  15.9362  0.0067  -0.0021  -0.0168
O  1.2795  9.799  18.8319  0.0004  -0.0008  0.0077
O  1.7151  1.6577  19.2694  0.0031  0.0016  0.0139
O  8.9472  10.3822  16.4778  -0.0007  -0.0014  -0.0121
O  4.8807  8.5737  18.7822  -0.0054  0.0049  -0.0001
O  9.5906  8.7513  10.4831  0.0132  0.0057  -0.0305
O  6.7593  4.0756  18.8589  -0.0016  -0.007  0.0005
O  2.8345  1.7194  13.4225  -0.0025  0.0038  -0.0322
O  5.8318  8.7671  21.2588  -0.0046  -0.0095  0.0083
O  2.5433  2.4566  10.8924  -0.0092  -0.0069  -0.0174
O  7.622  4.8483  21.1731  0.0036  0.009  0.0073
O  5.2041  7.4712  12.5587  0.0044  0.0031  -0.0369
O  0.4736  9.075  12.4476  0.0036  -0.007  -0.0389
O  7.5863  1.0495  13.5592  0.0028  -0.0014  -0.0301
O  7.112  9.6272  14.7322  -0.0004  0.0043  -0.0228
O  8.9906  5.0352  12.7058  -0.0053  0.0054  -0.0345
O  8.099  8.0306  16.9041  -0.0062  0.0099  -0.0151
O  6.2168  2.5724  21.8967  -0.0001  -0.0105  0.0242
O  2.4812  9.0663  14.0827  -0.0058  -0.0061  -0.0311
O  0.4349  4.4888  11.857  -0.003  -0.0029  -0.035
O  0.8135  8.3141  20.9335  -0.0043  -0.0075  0.0064
O  9.3875  3.8508  10.3495  0.0004  0.0045  -0.0217
O  9.6591  2.3868  12.5199  0.0048  0.002  -0.0352
O  7.6246  8.5579  19.3847  0.0053  -0.0007  0.0112
O  2.5766  8.1207  11.3262  0.0037  0.0136  -0.0164
O  3.9845  3.0566  15.3802  -0.0019  -0.0062  -0.0216
O  0.8293  4.4916  14.4341  0.0015  -0.0017  -0.0315
O  10.0584  2.9876  18.956  0.0002  0.0049  -0.0042
O  9.1875  7.8079  12.9515  -0.0015  0.0012  -0.0358
O  10.5164  0.5297  20.0772  0.0025  -0.0015  0.0183
O  6.0399  5.041  11.9486  0.0025  0  -0.0291
O  8.1637  2.7322  17.0104  0.0001  0.0004  -0.0052
O  3.5451  5.4759  16.7363  0.0052  -0.0028  -0.0118
O  4.7051  9.0831  10.3462  -0.0032  -0.0109  -0.009
O  1.5396  6.6771  13.169  0.001  0.0124  -0.0399
O  4.7744  5.4893  14.3563  0.004  0.002  -0.0309
O  2.0511  3.8459  20.9219  0.0093  -0.0031  0.0049
O  10.5605  1.3989  16.9457  0.0025  -0.0093  -0.0116
O  0.9595  6.0652  16.5539  -0.0052  -0.002  -0.0166
O  7.3363  10.9474  21.9369  0.001  0.0114  0.0244
O  5.9332  0.9034  19.9156  -0.0131  -0.0019  0.006
O  6.0511  10.0272  12.3983  0.0063  -0.0053  -0.039
O  2.8571  0.5355  15.6062  0.0001  -0.0004  -0.0176
O  7.0728  7.9974  10.8056  0.0101  0.0037  -0.0426
O  10.2494  8.0119  18.6807  -0.0051  -0.0023  0.0087
O  3.4544  9.1837  16.5638  -0.0107  0.0034  -0.0206

Results
free energy: -137631.912 eV
free energy less fixed offsets of O -568.88, P -755.39, Si -635.61 eV per atom: -3.432 eV

The program warned: the cutoff lies below the one the program advises for these potential files; the exchange-correlation potential is rough where the density is thin.
